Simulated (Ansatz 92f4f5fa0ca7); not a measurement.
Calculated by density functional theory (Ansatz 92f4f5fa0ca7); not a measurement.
Periodic cell of 234 atoms, Si146O88, from a study of silicon, its oxide and their interface. The atomic structure is a simulated model.

Settings: functional PBE; potential files Ansatz PAW; basis plane waves; wave-function cutoff 700 eV; density cutoff ratio 5; exchange-correlation grid ratio 1; k mesh 2 x 2 x 1, shifted by 0.5 0.5 0.5 of a step; self-consistency stop 5e-08 eV per atom in the density residual; occupations fixed; spin none; net charge 0.

Cell vectors (angstrom)
a, 11.6015, 0, 0
b, 0, 10.938, 0
c, 0, 0, 33.1013

Atoms and the computed forces on them: element, x, y, z (angstrom), force x, y, z (eV/angstrom)
Si, -0.1066, -0.0363, 24.5008, 0.0253, -0.0081, -0.0012
Si, 3.7947, 0.2027, 24.2768, -0.0418, 0.0296, 0.0057
Si, 8.1014, -0.2522, 24.4622, -0.0813, 0.0893, -0.0058
Si, 1.7913, 1.3174, 24.418, 0.0159, -0.02, -0.0195
Si, 5.6404, 1.6096, 24.4069, 0.0303, -0.015, 0.0136
Si, 9.7291, 1.4396, 24.6092, -0.0563, 0.0116, 0.0362
Si, 0.2827, 5.4634, 24.2143, 0.0262, 0.0282, -0.0231
Si, 3.7102, 5.3604, 24.3091, -0.0236, 0.0035, -0.0243
Si, 7.7459, 5.4113, 24.4647, 0.0171, 0.0398, -0.0278
Si, 2.0481, 6.9647, 24.1843, -0.0077, -0.0098, -0.0324
Si, 6.1626, 7.0909, 24.291, 0.0437, -0.0088, -0.0341
Si, 9.4021, 7.0159, 24.413, -0.0462, -0.0173, 0.0119
Si, 1.9017, 2.7951, 26.302, -0.0443, -0.0818, -0.0063
Si, 5.8046, 2.7312, 26.4509, 0.0446, -0.0387, -0.0133
Si, 9.6898, 2.8118, 26.468, 0.017, -0.0887, -0.0363
Si, -0.0093, 4.2156, 26.2849, -0.0068, 0.0339, -0.016
Si, 3.8925, 4.1234, 26.3474, 0.0393, 0.0496, -0.0178
Si, 7.7223, 4.0782, 26.3847, -0.0359, 0.0654, -0.0054
Si, 2.0039, 8.27, 26.1929, 0.062, -0.0879, -0.0075
Si, 5.8037, 8.2845, 26.31, -0.042, -0.07, 0.0103
Si, 9.7107, 8.1386, 26.4615, -0.0358, -0.0194, -0.0206
Si, 0.0175, 9.5201, 26.3787, -0.0415, 0.1142, -0.0139
Si, 3.9042, 9.686, 26.2059, -0.0026, 0.0617, 0.0015
Si, 7.808, 9.5429, 26.481, 0.0638, 0.0291, -0.011
Si, 0.0284, 0.0027, 28.274, 0.0235, -0.0561, -0.0082
Si, 3.8478, 0.0099, 28.2343, -0.0178, -0.057, -0.0045
Si, 7.7482, 0.0238, 28.3237, -0.0084, -0.0184, 0.0116
Si, 1.9328, 1.4046, 28.2392, -0.0009, 0.0473, 0.0157
Si, 5.7881, 1.3341, 28.3183, 0.0061, 0.0533, 0.0088
Si, 9.6983, 1.3535, 28.3105, -0.018, 0.0507, -0.017
Si, 0.0492, 5.4913, 28.2665, 0.0093, -0.0442, 0.0226
Si, 3.8682, 5.4885, 28.2674, 0.0046, -0.0466, 0.0292
Si, 7.7233, 5.4944, 28.2739, 0.0063, -0.021, -0.0009
Si, 1.9662, 6.8824, 28.1923, 0.0082, 0.0576, 0.0007
Si, 5.792, 6.8664, 28.2356, -0.0142, 0.0435, 0.0025
Si, 9.6954, 6.7837, 28.3389, 0.0017, 0.0182, 0.0205
Si, 1.9336, 2.7345, 30.202, -0.0203, -0.0022, -0.017
Si, 5.8008, 2.7345, 30.202, -0.0158, 0.0188, 0.1942
Si, 9.6679, 2.7345, 30.202, 0.0594, 0.0515, 0.181
Si, 0, 4.1018, 30.202, 0.1653, 0.0297, -0.0888
Si, 3.8672, 4.1018, 30.202, -0.023, 0.1083, -0.0499
Si, 7.7343, 4.1018, 30.202, -0.0886, 0.0352, -0.0946
Si, 1.9336, 8.2035, 30.202, 0.0466, 0.0538, -0.2836
Si, 5.8008, 8.2035, 30.202, -0.0117, 0.067, -0.1278
Si, 9.6679, 8.2035, 30.202, -0.0009, 0.018, 0.1969
Si, 0, 9.5708, 30.202, 0.0757, 0.0484, 0.0254
Si, 3.8672, 9.5708, 30.202, -0.0959, 0.0332, -0.1927
Si, 7.7343, 9.5708, 30.202, 0.0346, -0.0092, 0.2727
Si, 0, 0, 32.1356, -0.0167, -0.0765, -0.0437
Si, 3.8672, 0, 32.1356, -0.0109, 0.0907, -0.0181
Si, 7.7343, 0, 32.1356, 0.0082, -0.0997, -0.0123
Si, 1.9336, 1.3673, 32.1356, 0.0518, 0.0241, -0.0616
Si, 5.8008, 1.3673, 32.1356, 0.0046, 0.0003, 0.0777
Si, 9.6679, 1.3673, 32.1356, -0.0305, 0.0458, 0.0335
Si, 0, 5.469, 32.1356, 0.0231, 0.0452, 0.0185
Si, 3.8672, 5.469, 32.1356, -0.0093, -0.0364, -0.0024
Si, 7.7343, 5.469, 32.1356, 0.0015, -0.0424, -0.029
Si, 1.9336, 6.8362, 32.1356, -0.0346, -0.1052, -0.0516
Si, 5.8008, 6.8362, 32.1356, -0.0006, -0.1141, 0.0448
Si, 9.6679, 6.8362, 32.1356, 0.0084, 0.0827, 0.0369
Si, 1.9336, 2.7345, 0.9679, -0.0131, 0.0788, -0.1377
Si, 5.8008, 2.7345, 0.9679, -0.1013, -0.0606, 0.1513
Si, 9.6679, 2.7345, 0.9679, 0.125, 0.1947, -0.1559
Si, 0, 4.1018, 0.9679, -0.0472, -0.0259, 0.0761
Si, 3.8672, 4.1018, 0.9679, 0.2254, 0.1277, 0.0003
Si, 7.7343, 4.1018, 0.9679, -0.1524, 0.0264, -0.1314
Si, 1.9336, 8.2035, 0.9679, -0.0246, -0.1745, 0.2792
Si, 5.8008, 8.2035, 0.9679, 0.0205, 0.0254, 0.3183
Si, 9.6679, 8.2035, 0.9679, -0.0421, -0.1323, 0.0588
Si, 0, 9.5708, 0.9679, -0.0817, -0.1057, -0.3691
Si, 3.8672, 9.5708, 0.9679, 0.0033, -0.1636, 0.0888
Si, 7.7343, 9.5708, 0.9679, -0.0148, -0.083, -0.2553
Si, -0.0199, 0.0155, 2.8306, -0.0104, -0.0519, 0.0136
Si, 3.8428, -0.0323, 2.9218, -0.0026, -0.0526, 0.0027
Si, 7.7354, 0.0511, 2.8164, 0.0378, -0.0656, 0.0007
Si, 1.9197, 1.3154, 2.8339, 0.0428, 0.0627, 0.0214
Si, 5.7642, 1.3319, 2.9099, -0.0145, 0.0639, 0.0005
Si, 9.6497, 1.391, 2.8761, 0.0087, 0.0411, -0.0069
Si, -0.0379, 5.4171, 2.9462, 0.0261, -0.0183, -0.0341
Si, 3.9095, 5.4767, 2.9135, 0.069, -0.0442, -0.0246
Si, 7.6791, 5.458, 2.8899, 0.006, -0.0488, 0.0114
Si, 1.9417, 6.7733, 2.9261, -0.028, 0.0513, -0.0049
Si, 5.829, 6.9471, 3.0222, -0.0144, 0.0199, -0.0375
Si, 9.637, 6.7813, 2.885, 0.0097, 0.0332, -0.0473
Si, 1.8452, 2.6798, 4.7227, 0.0433, -0.0372, 0.0262
Si, 5.7033, 2.5383, 4.9435, 0.0127, -0.0286, -0.0051
Si, 9.4949, 2.5758, 4.9206, -0.0341, -0.025, -0.0123
Si, -0.0959, 3.9697, 4.8561, -0.0117, 0.0034, -0.0076
Si, 3.8238, 3.9516, 4.7291, -0.002, 0.0672, 0.042
Si, 7.5761, 3.9974, 4.7475, -0.0146, 0.0254, -0.0119
Si, 2.0364, 8.0956, 4.8912, -0.0482, -0.0143, -0.0355
Si, 5.957, 8.5136, 4.9613, 0.0158, -0.0346, -0.0541
Si, 9.7296, 8.2538, 4.7043, -0.0713, -0.0449, 0.1103
Si, 0.1252, 9.4609, 4.6228, 0.0097, 0.0371, -0.0429
Si, 3.8742, 9.6351, 4.9436, -0.1275, 0.0407, 0.0063
Si, 7.9866, 9.8386, 4.821, 0.0326, 0.0029, -0.0525
Si, -0.1635, -0.1545, 6.4973, 0.1363, 0.1217, 0.096
Si, 3.4969, -0.074, 6.9887, -0.0968, 0.0825, 0.0141
Si, 7.6938, 0.7278, 8.211, 0.1057, -0.1012, 0.0234
Si, 1.6557, 1.4162, 6.6845, 0.0078, -0.1019, -0.007
Si, 5.5133, 1.4954, 7.2391, -0.1649, -0.069, -0.0192
Si, 9.1232, 0.5309, 6.2775, -0.0287, 0.0727, 0.0847
Si, 0.0849, 5.1496, 6.9109, 0.0405, 0.0227, 0.0662
Si, 3.8967, 5.9932, 7.2692, 0.0276, -0.0605, -0.0134
Si, 7.408, 5.385, 6.6356, -0.0659, -0.0106, 0.048
Si, 1.7421, 6.9682, 7.0266, -0.0085, -0.0429, 0.0287
Si, 5.8632, 7.2365, 6.926, 0.004, -0.0275, 0.0797
Si, 9.5702, 6.1603, 7.1322, 0.0222, 0.0488, -0.0139
O, 4.8486, 2.626, 8.2805, 0.0767, 0.052, 0.0003
O, 3.7888, 4.8031, 6.1449, 0.0149, 0.0135, 0.0043
O, 5.9435, 8.0108, 8.4235, 0.0096, 0.0122, -0.0218
O, 9.6994, 7.5271, 6.2073, 0.0066, 0.0049, -0.0078
O, 6.7329, 10.4738, 8.8564, 0.0421, 0.019, -0.0002
O, 9.4859, 6.5152, 8.72, -0.0301, 0.0343, 0.0033
O, 2.8443, 9.7913, 8.1599, 0.0057, -0.016, -0.0031
O, 8.7837, 1.0936, 9.433, -0.0324, -0.0025, -0.0038
O, 6.8263, 4.2813, 7.7454, 0.0141, -0.0066, -0.0051
O, 4.3937, 5.2173, 8.6723, 0.0176, -0.0197, -0.0235
O, 0.131, 9.7758, 7.8, 0.0159, -0.032, -0.0051
O, 0.332, 4.0532, 8.1508, -0.0281, 0.0022, -0.0217
O, 2.1548, 7.5679, 22.5977, 0.0126, -0.0062, -0.0116
O, 1.75, 2.0215, 22.8894, 0.0014, 0.0257, 0.0124
O, 5.9288, 2.8206, 23.345, 0.0074, 0.0029, -0.0198
O, 3.8561, 10.5098, 22.7254, 0.0175, 0.0174, 0.0048
O, 6.7489, 8.1531, 23.1308, -0.0202, 0.005, 0.0058
O, 6.6663, 11.3449, 23.9679, 0.092, -0.0967, -0.0601
O, 4.9394, 6.22, 23.6062, -0.0132, -0.0077, 0.0456
O, 10.6767, 6.3806, 23.5742, 0.024, -0.0197, 0.0258
O, 0.621, 4.3662, 23.0393, 0.0106, -0.01, 0.0151
O, 7.6089, 4.7681, 22.9135, -0.0064, -0.0294, 0.0042
O, -0.3884, 10.0375, 23.0854, -0.0237, 0.0026, 0.0059
O, 9.8102, 2.4876, 23.2989, -0.0073, 0.002, -0.0194
Si, 1.4219, 8.9163, 8.3607, 0.0184, 0.0355, -0.003
Si, 7.9901, 5.9775, 15.2277, 0.0036, 0, -0.0041
Si, 3.7663, 0.12, 21.1832, 0.0048, -0.0031, -0.0136
Si, 8.8087, 3.9131, 13.401, 0.0053, -0.0007, -0.0009
Si, 2.5219, 7.3645, 20.9983, 0.0005, -0.0001, -0.004
Si, 5.1026, 8.0993, 16.7695, -0.0055, 0.0001, 0.0001
Si, 10.2917, 10.1011, 21.7234, -0.0093, -0.0107, -0.0054
Si, 3.259, 0.303, 12.8642, 0.0003, 0.0035, -0.0028
Si, 12.5781, 2.607, 8.6117, 0.012, -0.0052, -0.0236
Si, 1.9549, 3.5891, 22.4758, 0.0027, 0.0056, -0.0019
Si, 8.7599, 5.0117, 18.0228, 0.0081, 0.0031, 0.0002
Si, 4.8642, 2.8722, 20.0932, 0.0057, 0.0037, -0.0051
Si, 8.909, 7.1641, 10.0781, 0.0136, -0.0169, -0.0164
Si, 7.2176, 9.0966, 14.9634, 0.0042, 0.006, -0.0036
Si, 6.9129, 2.3257, 17.7646, -0.0125, -0.0037, -0.0034
Si, 1.3889, 9.0031, 13.4195, -0.0041, -0.0037, 0.0013
Si, 9.4646, 2.1882, 21.7292, -0.0021, 0.0054, 0.0032
Si, 4.9272, 8.6418, 19.7176, 0.0015, 0.0003, 0.0015
Si, -0.3174, 8.8483, 10.9061, 0.0051, -0.0082, -0.0048
Si, 1.1747, 9.9284, 19.8944, 0.0022, -0.0067, -0.0077
Si, 3.6787, 7.2126, 14.1857, -0.0062, -0.0028, 0.0028
Si, 8.557, 10.4743, 17.1995, 0.007, 0.0018, -0.0102
Si, 8.3307, 8.7046, 23.1959, -0.016, -0.0102, -0.0086
Si, 6.5958, 9.0063, 9.547, -0.0019, -0.0086, 0.0247
Si, 4.5689, 4.5275, 12.9726, -0.0041, -0.0012, 0.0003
Si, 10.2591, 0.9026, 10.1426, 0.0217, -0.0012, 0.0027
Si, -0.3433, 2.3339, 12.7083, 0.0002, 0.0038, 0.0033
Si, 11.0603, 3.2961, 19.2545, -0.0016, 0.0004, -0.0057
Si, 2.218, 4.2494, 20.2747, -0.0009, 0.0111, -0.0081
Si, 5.536, 9.3172, 12.5688, 0.0012, 0.0031, 0.0045
Si, 6.4032, 3.5041, 15.0183, -0.0052, -0.0068, 0.0013
Si, 7.0535, 4.8078, 11.2653, 0.0051, 0.008, 0.0055
Si, 12.7354, 0.5289, 14.804, 0.0003, 0.002, 0.0034
Si, 5.5398, 4.04, 8.7227, -0.024, 0.0184, 0.0098
Si, 7.4002, 7.7028, 18.5016, -0.0024, -0.0013, 0.0063
Si, 14.0133, 2.8568, 11.3703, -0.0018, 0.0009, -0.011
Si, 6.8105, 3.5455, 22.1851, -0.0019, 0.0011, 0.0055
Si, 11.5369, 0.5716, 17.6115, 0.002, -0.0009, -0.0049
O, 2.1292, 7.6439, 13.9083, 0.0176, 0.0222, -0.0042
O, 10.4818, 2.994, 20.7554, -0.0062, -0.0084, -0.0109
O, 7.7677, 0.9052, 17.7198, 0.0014, 0.002, -0.0066
O, 11.406, 1.6046, 9.2011, -0.02, 0.0013, 0.0106
O, 10.3434, 3.4209, 13.4904, -0.0129, -0.0082, -0.0113
O, 8.1949, 3.8292, 11.8907, -0.0087, 0.0201, 0.0189
O, 4.2709, 1.668, 21.0435, -0.0049, -0.0041, -0.0102
O, 4.0351, 7.3626, 15.7861, 0.0057, 0.0118, -0.0145
O, 5.7437, 2.2081, 18.8961, 0.0046, 0.0185, 0.008
O, 7.791, 3.6808, 18.0999, 0.0001, -0.0066, -0.0054
O, 3.5986, 3.7449, 19.5338, 0, -0.0062, 0.0204
O, 7.8332, 6.1364, 10.7401, 0.001, -0.0038, -0.0071
O, 3.3034, 4.1712, 23.2322, -0.0223, -0.0007, 0.0117
O, 8.1222, 8.5549, 9.8298, -0.0361, -0.0147, -0.0097
O, 10.1643, -0.2415, 17.2913, -0.0034, 0.0093, 0.0038
O, 9.1145, 8.9516, 21.7505, 0.0203, 0.0181, 0.0062
O, 4.6714, 8.0853, 13.2171, -0.0003, 0.0043, 0.0077
O, 1.7112, 8.3982, 20.0199, 0.0061, 0.0134, 0.0151
O, 12.5931, -0.4108, 18.3886, -0.0122, 0.0086, 0.0065
O, 7.917, 2.5967, 21.448, 0.0189, 0.0079, 0.0196
O, 6.5816, 5.1166, 15.3497, 0.0293, -0.021, -0.0196
O, 15.1399, 3.938, 11.8473, 0.0015, -0.0077, 0.0142
O, 7.8299, 3.01, 14.362, -0.007, 0.0356, -0.0064
O, 6.2335, 3.922, 10.1783, -0.0051, 0.003, -0.0059
O, 4.1037, 7.6388, 20.7029, -0.0124, 0.0124, -0.0074
O, 11.6921, 1.1546, 13.7252, 0.0146, 0.0125, 0.0022
O, 12.5948, 3.0888, 12.1516, 0.0049, -0.021, -0.0015
O, 4.8167, 10.7679, 12.8508, -0.0069, -0.0226, -0.009
O, 4.3927, -2.286, 18.1409, 0.0229, -0.0095, 0.0123
O, 8.1937, 9.0739, 18.017, -0.0102, 0.0028, -0.0018
O, 12.5877, 3.8257, 19.3076, -0.0015, -0.0025, 0.0172
O, 6.3407, 7.1681, 17.342, 0.0103, 0.0277, 0.0131
O, -1.0164, -0.6691, 10.4728, -0.0016, 0.0081, 0.0064
O, 8.2349, 10.193, 15.6107, -0.0145, -0.0168, 0.0164
O, -0.3395, 9.8836, 20.4678, 0.001, 0.0035, 0.0201
O, 12.5607, -1.0991, 14.7596, 0.0187, 0.018, -0.0295
O, 8.7668, 5.477, 13.8782, -0.0237, -0.0315, 0.016
O, 3.7659, 5.6398, 13.8269, 0.0192, 0.0041, -0.0071
O, 13.7791, 5.8703, 20.4768, 0.0084, 0.0015, -0.0009
O, 2.399, -1.0332, 12.5011, -0.0017, 0.0108, 0.0289
O, 10.2386, 7.59, 10.8933, -0.001, 0.0111, -0.0123
O, -2.0524, 0.5871, 21.4946, 0.0109, 0.0082, 0.0121
O, 8.2872, 6.3637, 18.8643, -0.0083, -0.0007, -0.0243
O, 4.7638, 10.1666, 20.2551, -0.0219, -0.0118, 0.0093
O, 5.8849, 5.2618, 12.3161, -0.0005, -0.0174, 0.0056
O, 13.6989, 2.9482, 9.7696, -0.0111, -0.007, 0.0236
O, 5.7538, 9.0715, 10.9555, 0.0171, 0.0063, -0.0039
O, 5.7648, 3.9145, 20.9887, -0.0105, -0.027, -0.0037
O, 5.8188, 9.2446, 15.8319, 0.0213, -0.0249, -0.0014
O, 10.3029, 1.7051, 11.5536, 0.0131, -0.0081, -0.0078
O, 3.0266, 1.3812, 11.6773, -0.0102, 0.0085, 0.0238
O, 0.1065, 8.7674, 12.4743, 0.018, 0.0151, 0
O, 6.9616, 9.3977, 13.3754, -0.0242, -0.0084, 0.0154
O, 1.0028, 8.6131, 9.9305, -0.0255, 0.0049, 0.013
O, 0.7517, 12.0038, 16.2804, -0.0112, -0.017, -0.0045
O, 6.4898, 8.1659, 19.7775, -0.0182, 0.001, -0.0345
O, 8.9315, 5.5506, 16.4919, -0.028, -0.0024, 0.0028
O, 2.2103, -0.0176, 20.6814, 0.0224, -0.019, 0.0046
O, 10.1974, 4.4945, 18.5723, -0.0094, -0.011, 0.0067
O, 5.1307, 3.3533, 13.9864, 0.0141, 0.0284, -0.0034
O, 6.1597, 2.5764, 16.3288, 0.0184, 0.0137, 0.0062
O, 7.8133, 7.579, 15.0717, -0.013, 0.0089, 0.0089
O, 2.6801, 0.8787, 14.3077, -0.0297, -0.0241, -0.025
O, 11.067, 1.9015, 18.4231, 0.0081, 0.0086, 0.0066

Results
free energy: -142874.334 eV
free energy less fixed offsets of O -569.03, Si -635.61 eV per atom: -0.634 eV

The program warned: the cutoff lies below the one the program advises for these potential files; the exchange-correlation potential is rough where the density is thin.
